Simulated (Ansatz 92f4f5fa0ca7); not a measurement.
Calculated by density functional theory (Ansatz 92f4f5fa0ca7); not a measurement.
Periodic cell of 234 atoms, Si146O88, from a study of silicon, its oxide and their interface. The atomic structure is a simulated model.
Doubt: the cutoff is far below the 930 eV that the study's wrapper takes by default for these files, so forces and energies are approximate.
This geometry differs little from another in the collection (a relaxation step or a small displacement).

Settings
functional: PBE
potential files: Ansatz PAW
basis: plane waves
wave-function cutoff: 580 eV
density cutoff ratio: 5
exchange-correlation grid ratio: 1
k mesh: 1 x 1 x 1, Gamma-centred
self-consistency stop: 5e-08 eV per atom in the density residual
occupations: fixed
spin: none
net charge: 0

Cell vectors (angstrom)
a	11.6015	0	0
b	0	10.938	0
c	0	0	32.8252

Atoms and the computed forces on them: element, x, y, z (angstrom), force x, y, z (eV/angstrom)
Si	-0.0152	-0.1923	24.3598	-0.0634	0.1439	-0.036
Si	3.5504	-0.0144	24.0761	0.015	0.0422	0.035
Si	7.5736	-0.0102	23.9669	0.0333	0.05	0.0407
Si	1.7034	1.4099	24.3656	0.0509	-0.1253	-0.0345
Si	5.5852	1.2591	24.1157	-0.0087	-0.0619	0.01
Si	9.6675	1.1748	24.2155	-0.0715	-0.1031	0.0538
Si	0.0635	5.3869	24.2317	0.0161	0.0934	-0.0264
Si	3.9192	5.4401	23.8755	-0.0196	0.0618	0.0626
Si	7.705	5.3181	24.3158	0.0207	0.0983	0.0106
Si	1.9478	6.8077	23.9603	0.0357	-0.0502	0.0691
Si	5.8856	6.8253	23.9841	-0.0356	-0.0571	0.0335
Si	9.6818	6.6101	24.2261	-0.0134	-0.0787	0.0233
Si	1.9261	2.8109	26.1884	0.0769	-0.0734	0.009
Si	5.6841	2.6616	26.0648	-0.0216	-0.0687	-0.0206
Si	9.6122	2.6335	26.1266	0.0532	-0.0904	-0.0509
Si	-0.0423	4.0372	26.1574	-0.0969	0.0812	-0.0041
Si	3.8557	4.1679	25.9842	0.0007	0.0882	-0.06
Si	7.6548	3.9596	26.2008	0.0062	0.0878	-0.0154
Si	1.959	8.072	26.0317	-0.035	-0.088	-0.0575
Si	5.7625	8.195	25.9665	0.0179	-0.0597	-0.0337
Si	9.6039	8.15	26.0417	-0.032	-0.0644	-0.0316
Si	-0.005	9.3689	26.1904	0.0488	0.0313	0.0132
Si	3.8013	9.5331	26.0162	0.0245	0.0929	-0.0504
Si	7.6957	9.5701	25.9696	0.0109	0.0486	-0.0468
Si	0.002	-0.0297	27.9978	-0.0071	-0.0401	0.0073
Si	3.849	-0.043	27.9761	-0.009	-0.0386	0.0038
Si	7.699	-0.0257	27.9529	0.008	-0.0608	0.0395
Si	1.9409	1.3342	28.0224	-0.0128	0.0307	-0.0049
Si	5.7567	1.33	28.005	0.0183	0.0636	0.0091
Si	9.6505	1.3004	28.0391	0.0072	0.0545	0.024
Si	-0.0465	5.4805	28.0123	0.0089	-0.059	0.0151
Si	3.8694	5.4656	27.9724	-0.0083	-0.0542	0.0418
Si	7.6789	5.4578	28.0219	-0.006	-0.0443	0.005
Si	1.9265	6.7812	27.9967	-0.0081	0.0719	0.0518
Si	5.7728	6.8547	27.9555	0.0068	0.0516	0.0106
Si	9.6074	6.8091	27.992	-0.0078	0.0562	0.0414
Si	1.9336	2.7345	29.9259	0.0108	-0.0755	0.0871
Si	5.8008	2.7345	29.9259	-0.0378	-0.1224	0.0249
Si	9.6679	2.7345	29.9259	0.0042	-0.1171	0.0706
Si	0	4.1018	29.9259	-0.0565	-0.0136	0.0229
Si	3.8672	4.1018	29.9259	0.0737	-0.0747	-0.1682
Si	7.7343	4.1018	29.9259	-0.0962	-0.0956	0.2124
Si	1.9336	8.2035	29.9259	0.0026	-0.1001	-0.137
Si	5.8008	8.2035	29.9259	-0.0099	0.0271	-0.1208
Si	9.6679	8.2035	29.9259	-0.0917	-0.0044	-0.1114
Si	0	9.5708	29.9259	0.0605	-0.071	0.1291
Si	3.8672	9.5708	29.9259	-0.0323	-0.1466	0.0031
Si	7.7343	9.5708	29.9259	-0.0684	-0.0646	-0.1313
Si	0	0	31.8595	-0.0043	-0.0118	0.0081
Si	3.8672	0	31.8595	0.0191	0.0776	-0.0072
Si	7.7343	0	31.8595	-0.008	0.1417	0.0067
Si	1.9336	1.3673	31.8595	0.0069	0.0417	-0.0163
Si	5.8008	1.3673	31.8595	0.0041	-0.0048	-0.0266
Si	9.6679	1.3673	31.8595	-0.0128	0.0311	0.0133
Si	0	5.469	31.8595	0.0123	-0.0381	0.0124
Si	3.8672	5.469	31.8595	0.0002	0.1056	0.0138
Si	7.7343	5.469	31.8595	-0.0027	0.0348	0.0734
Si	1.9336	6.8362	31.8595	-0.0061	-0.0208	-0.0574
Si	5.8008	6.8362	31.8595	0.0137	-0.1265	-0.0164
Si	9.6679	6.8362	31.8595	0.0011	-0.0913	0.0089
Si	1.9336	2.7345	0.9679	0.0042	0.0057	-0.0902
Si	5.8008	2.7345	0.9679	0.0652	0.0362	-0.2928
Si	9.6679	2.7345	0.9679	-0.023	0.0571	-0.1363
Si	0	4.1018	0.9679	-0.0218	0.0684	-0.0725
Si	3.8672	4.1018	0.9679	0.1266	0.0074	0.2425
Si	7.7343	4.1018	0.9679	-0.0189	0.0594	0.2494
Si	1.9336	8.2035	0.9679	0.0751	0.1388	-0.1212
Si	5.8008	8.2035	0.9679	0.0297	0.0613	0.119
Si	9.6679	8.2035	0.9679	-0.0012	0.0674	0.2261
Si	0	9.5708	0.9679	-0.0182	0.1191	-0.0483
Si	3.8672	9.5708	0.9679	0.0911	0.0299	-0.0289
Si	7.7343	9.5708	0.9679	-0.0026	0.0279	0.1607
Si	0.0004	0.0325	2.8862	0.0348	-0.0658	-0.0093
Si	3.9159	0.0289	2.8885	-0.0032	-0.0737	-0.0123
Si	7.7612	0.0077	2.9342	-0.0038	-0.0497	-0.0115
Si	1.9798	1.3589	2.8764	-0.0352	0.054	-0.0146
Si	5.8433	1.3983	2.8853	0.0026	0.0624	0.0158
Si	9.6646	1.3853	2.886	0.0104	0.0619	0.0212
Si	0.0347	5.5305	2.8534	-0.0442	-0.0368	-0.0117
Si	3.919	5.495	2.9247	0.0001	-0.052	0.0123
Si	7.7583	5.4955	2.9282	-0.0186	-0.0791	-0.0287
Si	1.9887	6.8247	2.8592	0.0215	0.0518	-0.0066
Si	5.8454	6.8749	2.9436	0.0098	0.0577	-0.0246
Si	9.6679	6.8488	2.9346	0.0431	0.0722	-0.0367
Si	2.0417	2.7664	4.7627	0.0089	-0.0578	0.0029
Si	5.8647	2.9006	4.7189	0.0187	-0.0676	-0.0157
Si	9.7231	2.8646	4.7319	-0.1005	-0.1023	-0.0094
Si	0.0871	4.0891	4.688	0.0858	0.0356	0.0004
Si	3.921	4.238	4.9454	-0.0323	0.063	0.0326
Si	7.794	4.2597	4.9577	0.0232	0.0918	0.0682
Si	1.9737	8.2352	4.7277	0.0375	-0.0734	0.011
Si	5.8739	8.294	4.8764	-0.0534	-0.0746	0.0477
Si	9.6372	8.1362	4.9436	0.0176	-0.0447	0.0476
Si	-0.0079	9.4492	4.6954	-0.0972	0.0487	-0.0283
Si	3.905	9.5972	4.8142	0.0068	0.0847	0.009
Si	7.8019	9.6668	4.9583	0.0362	0.096	0.0388
Si	0.0917	-0.1322	6.5448	-0.057	0.0704	0.0394
Si	3.9902	0.0673	6.7175	-0.0484	0.0147	-0.0161
Si	7.9291	0.372	6.7835	-0.1047	-0.0507	-0.0076
Si	1.9638	1.2809	6.5989	0.0801	-0.0423	-0.0148
Si	5.8289	1.5251	6.5788	0.0623	-0.0239	0.0224
Si	9.9718	1.4734	6.5749	0.0895	-0.0386	-0.0357
Si	0.0723	5.3817	6.618	0.0142	0.1421	0.024
Si	3.8749	5.783	6.9125	-0.0115	0.0987	-0.0358
Si	7.6692	5.5412	7.114	0.0584	0.0601	-0.0883
Si	1.837	6.9392	6.6703	0.024	-0.1511	-0.0219
Si	5.8601	7.1313	6.9569	0.0138	-0.0488	-0.0217
Si	9.8191	6.7741	6.9955	-0.1279	-0.0576	-0.0116
O	3.7388	5.1114	8.418	-0.0003	-0.0056	0.0503
O	1.4922	7.837	8.0449	-0.026	0.0384	0.0128
O	1.6159	2.2253	7.9251	-0.0422	0.0175	-0.0101
O	5.4712	2.6254	7.7945	-0.0014	0.0013	-0.0147
O	11.6019	10.048	8.0358	0.0034	-0.0209	-0.0266
O	7.3351	4.4695	8.3773	-0.0672	-0.1058	0.0935
O	10.4361	2.3044	7.9634	0.0349	0.0219	0.0008
O	10.3809	7.688	8.3041	0.0699	0.0395	0.0091
O	4.1146	10.1772	8.1565	0.0411	-0.0176	0.0059
O	11.8739	4.5302	8.0423	-0.0019	-0.0478	-0.0341
O	5.9324	8.2294	8.2413	-0.0183	0.0678	0.0094
O	8.1807	10.7835	8.3555	-0.0057	0.0335	-0.0288
O	7.365	10.0762	22.5505	-0.0278	-0.0688	-0.0615
O	3.0779	10.0854	22.6837	-0.0219	-0.0188	-0.0243
O	9.7304	7.1987	22.6656	-0.0146	-0.0069	-0.0271
O	6.1252	7.7239	22.5844	0.0231	0.0568	-0.0417
O	7.6886	4.1653	23.1044	-0.0116	-0.0228	-0.0239
O	3.9336	4.3673	22.5828	0.0269	-0.0937	-0.064
O	10.2146	2.206	23.0372	0.0483	0.0324	0.0079
O	1.3683	2.2311	22.9282	-0.0579	0.0055	0.0537
O	0.3413	9.9848	22.9056	0.0187	-0.0167	0.0096
O	1.7903	7.7739	22.5987	-0.0254	0.0765	-0.0508
O	5.5476	2.2182	22.7768	-0.0122	0.0399	-0.0159
O	-0.0391	4.4991	22.818	-0.0086	-0.0608	0.0185
Si	6.2535	-0.748	19.066	0.0024	0.0077	-0.0037
Si	8.8414	0.5506	18.3615	-0.0076	-0.0136	-0.0111
Si	4.2058	1.3961	14.714	-0.008	-0.0169	-0.0135
Si	1.2703	5.3543	17.0522	-0.013	0.0156	-0.0154
Si	8.0977	2.8285	16.7804	-0.0132	-0.0263	-0.024
Si	5.2621	6.0144	16.5571	-0.0034	0.0043	-0.0122
Si	1.6714	9.3629	22.166	0.0253	-0.0339	0.0249
Si	11.112	3.0302	15.8487	-0.0071	-0.0045	-0.0158
Si	3.9734	7.6657	11.4885	-0.0156	-0.0124	0.0132
Si	8.0869	-5.5409	13.7572	0.008	-0.0219	0.0203
Si	2.062	0.7676	12.5988	0.0023	0.0159	-0.004
Si	6.3415	3.2904	9.0042	0.0204	0.0594	0.0131
Si	17.484	7.5036	14.0446	-0.0361	0.0154	-0.0172
Si	7.6019	4.2077	21.4752	-0.0469	0.0143	-0.0075
Si	6.8116	2.654	13.8762	0.0182	-0.012	0.0321
Si	4.1006	12.3637	19.4056	0.0061	-0.0271	-0.018
Si	6.8863	8.8143	21.6137	-0.0289	0.0355	0.0411
Si	3.7228	3.4126	16.9501	-0.0003	-0.0301	0.0062
Si	5.1714	9.4008	9.1358	0.0165	-0.0298	-0.0159
Si	3.0121	7.8028	17.1031	-0.021	0.0157	-0.0117
Si	11.7501	8.5505	8.6752	-0.0147	-0.0119	-0.0059
Si	-2.4793	6.9427	21.1776	-0.0033	0.0198	0.009
Si	11.8555	2.9553	8.4684	-0.0222	0.0256	0.0011
Si	1.368	3.4087	11.2009	0.0162	0.0094	0.0451
Si	1.8865	9.9989	19.0433	0.0061	0.0148	0.0019
Si	16.7196	9.6493	16.0777	0.002	-0.0004	0.0162
Si	7.5212	11.3857	9.7303	-0.0258	-0.0105	0.0037
Si	11.2781	-0.4802	13.7496	0.0092	-0.0047	-0.0019
Si	11.394	0.1035	16.7515	-0.0121	-0.0176	0.0086
Si	3.9609	4.8694	10.0117	0.0052	-0.0109	0.0095
Si	8.1146	5.6269	16.9026	0.0302	0.0076	-0.0092
Si	10.448	5.7271	18.8241	-0.0093	-0.0048	-0.0112
Si	9.9552	2.8543	20.0522	0.0202	0.003	-0.0364
Si	1.2439	9.0232	11.627	0.0251	-0.011	0.0304
Si	-0.0361	2.9118	22.4438	0.022	0.0345	-0.0081
Si	4.8235	3.2535	21.7562	-0.0079	0.0304	0.0353
Si	10.4788	3.7128	12.8291	0.0272	0.0068	0.0042
Si	8.9922	1.082	12.3109	0.0008	0.0025	0.032
O	1.8744	6.7809	16.455	0.0012	-0.008	0.0066
O	8.5288	5.4099	15.3341	0	0.0173	-0.0108
O	-1.4959	4.1621	19.1012	-0.0024	0.0065	0.0164
O	8.5715	3.0429	20.8975	0.0135	-0.0079	0.0228
O	4.9377	7.8996	12.781	0.0348	-0.0013	0.0254
O	2.9266	0.3071	19.2249	-0.0094	-0.003	0.0154
O	5.2839	3.8871	10.1129	-0.003	-0.0098	-0.0294
O	-3.3821	-2.6943	20.8696	0.0418	-0.0318	0.0075
O	7.8907	-0.5798	19.0401	0.0089	0.0051	0.0132
O	2.5069	-2.316	18.4149	0.0066	-0.0169	-0.0015
O	6.7563	6.5127	17.0203	-0.0042	-0.0091	0.0134
O	8.1154	5.67	20.9997	0.0181	0.001	0.0405
O	5.7262	-1.3113	17.6118	-0.0109	-0.0068	-0.0218
O	5.5359	11.6039	19.4477	-0.0008	0.0054	0.0187
O	7.3332	13.4993	15.3994	0.0037	-0.0068	-0.0025
O	7.2092	2.0686	9.6662	0.0037	-0.0452	-0.0146
O	14.8556	0.5765	13.6844	0.0155	0.0029	0.0124
O	5.243	2.272	13.8168	-0.0019	0.0069	-0.007
O	9.3842	6.2639	17.6908	-0.0189	-0.008	-0.0055
O	7.0356	4.1934	13.3776	-0.0001	0.0044	-0.0123
O	4.2458	6.8223	17.5383	0.0105	-0.0125	0.0104
O	5.9144	-1.7199	20.3547	-0.0019	0.0065	0.002
O	16.5767	-6.5242	16.6327	0.0045	0.0106	0.0068
O	-1.7812	2.4657	11.9749	-0.0065	-0.0024	-0.0201
O	7.5955	1.5324	13.0091	-0.0143	0.0142	-0.0039
O	6.0565	4.0037	20.97	0.061	0.0157	0.0265
O	1.4215	9.5753	20.5627	0.0077	0.0087	-0.0321
O	0.3101	4.4414	16.0864	0.0035	-0.0076	-0.0001
O	4.9616	0.2727	15.6326	-0.0041	0.0046	0.0035
O	4.3142	8.7422	10.3298	-0.0221	-0.0093	-0.0017
O	2.537	4.3561	10.6036	-0.0278	-0.0075	-0.0271
O	0.371	8.6831	10.2852	0.0049	0.0056	-0.0026
O	9.8208	1.3931	19.3569	-0.0037	0.0008	0.0289
O	8.5858	11.2014	10.9499	0.0044	0.0059	-0.0193
O	4.3003	6.1928	10.8857	0.0054	0.0229	-0.023
O	12.2521	11.7147	13.3963	-0.0135	-0.0043	-0.0046
O	11.8559	1.654	16.3737	-0.006	0.0184	0.0066
O	9.7844	0.0186	13.2868	0.0017	-0.0019	-0.0062
O	10.3372	-4.2229	20.1197	0.0043	-0.0126	0.0086
O	11.9339	4.1781	12.2216	-0.0236	-0.0109	-0.0114
O	7.7452	12.4983	17.7104	0.0014	0.0249	-0.004
O	13.6296	-0.4645	11.5181	-0.0117	0.0087	-0.0133
O	13.9891	7.869	11.8798	-0.0088	0.0023	-0.0206
O	17.6839	8.8456	14.9973	0.0096	-0.0042	-0.0052
O	5.098	6.3946	14.9679	-0.0048	-0.0084	0.0015
O	6.1636	10.4763	9.8849	0.0201	0.0197	-0.0467
O	11.7948	-1.7957	12.8966	-0.0153	0.012	0.0044
O	7.3069	6.8348	13.4969	0.0104	0.0035	-0.0104
O	11.3838	2.7835	20.8419	-0.0209	0.0052	-0.0116
O	11.4279	10.1598	15.3565	0.0008	-0.0022	0.0121
O	7.6525	4.192	17.5354	-0.0055	0.0077	0.0064
O	12.3376	10.4795	17.9697	-0.0136	0.0082	-0.0154
O	0.3926	5.8243	18.3396	0.015	-0.0032	0.0017
O	0.3563	2.8285	10.0696	0.0025	0.005	0.0153
O	9.4721	5.0311	12.924	-0.0138	0.0121	-0.0099
O	3.6286	-2.0202	16.0583	0.0077	-0.0021	-0.0061
O	3.9	2.3798	20.7297	-0.0162	-0.0224	0.0019
O	-0.8582	3.0373	14.2802	0	0.0017	0.0038
O	2.2204	2.2073	11.8881	-0.0134	-0.0181	-0.0174
O	4.1321	2.4168	18.1383	-0.0004	0.0349	-0.0205
O	9.7001	2.9681	16.625	0.0095	0.0194	0.0003
O	9.8404	10.8671	17.2385	0.0115	-0.0058	-0.0054
O	3.384	2.4724	15.6459	0.0023	0.0084	-0.0011
O	2.4744	4.3324	17.4425	0.004	0.0054	0.0087

Results
free energy: -142858.084 eV
free energy less fixed offsets of O -568.88, Si -635.61 eV per atom: 2.416 eV

The program warned: the cutoff lies below the one the program advises for these potential files; the forces do not sum to zero within the program's tolerance; the exchange-correlation potential is rough where the density is thin.
